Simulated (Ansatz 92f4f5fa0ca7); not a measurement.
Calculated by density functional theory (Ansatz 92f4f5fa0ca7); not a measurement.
Periodic cell of 208 atoms, Si128O80, from a study of silicon, its oxide and their interface. The atomic structure is a simulated model.
Doubt: the cutoff is far below the 930 eV that the study's wrapper takes by default for these files, so forces and energies are approximate.
This geometry differs little from another in the collection (a relaxation step or a small displacement).

Settings
functional: PBE
potential files: Ansatz PAW
basis: plane waves
wave-function cutoff: 580 eV
density cutoff ratio: 5
exchange-correlation grid ratio: 1
k mesh: 1 x 1 x 1, Gamma-centred
self-consistency stop: 5e-08 eV per atom in the density residual
occupations: fixed
spin: none
net charge: 0

Cell vectors (angstrom)
a, 10.938, 0, 0
b, 0, 10.938, 0
c, 0.4687, 0.8381, 30.9359

Atoms: element, x, y, z (angstrom)
Si, 2.1309, -0.794, 23.3747
Si, 5.1875, 1.6622, 23.3681
Si, 1.4947, 5.1787, 23.4679
Si, 4.3151, -3.0916, 23.5103
Si, -3.7864, 0.1938, 23.3125
Si, -1.2709, 2.547, 23.3985
Si, 7.39, 4.7774, 23.5535
Si, -0.7389, -3.5213, 23.5901
Si, 3.317, 0.8167, 24.6419
Si, 5.8805, 3.4837, 24.7672
Si, 3.1378, -4.6842, 24.761
Si, 5.8518, -2.0263, 24.8796
Si, -2.2363, 0.9631, 24.8517
Si, 0.4394, 3.5283, 24.7088
Si, 8.625, 6.2844, 24.8786
Si, 0.4889, -1.871, 24.7454
Si, 1.8789, 2.174, 26.0565
Si, 4.5493, 4.9169, 26.1178
Si, 1.8334, -3.2533, 26.1508
Si, 4.5716, -0.5173, 26.1619
Si, 7.2845, 2.2367, 26.2073
Si, 10.0452, 4.8969, 26.165
Si, 7.3044, 7.6634, 26.2115
Si, -0.8908, -0.5175, 26.1198
Si, 0.4687, 0.8381, 27.5176
Si, 3.2032, 3.5726, 27.5176
Si, 0.4687, 6.3071, 27.5176
Si, 3.2032, -1.8964, 27.5176
Si, 5.9377, 0.8381, 27.5176
Si, 8.6722, 3.5726, 27.5176
Si, 5.9377, 6.3071, 27.5176
Si, 8.6722, -1.8964, 27.5176
Si, 1.3673, -1.3673, 3.418
Si, 4.1018, 1.3673, 3.418
Si, 1.3673, 4.1018, 3.418
Si, 4.1018, -4.1018, 3.418
Si, 6.8362, -1.3673, 3.418
Si, -1.3673, 1.3673, 3.418
Si, 6.8362, 4.1018, 3.418
Si, -1.3673, 6.8362, 3.418
Si, 2.6867, 0.0222, 4.8309
Si, 5.4861, 2.7189, 4.8101
Si, 2.7439, 5.4549, 4.7146
Si, 5.485, -2.7361, 4.7468
Si, -2.715, 0.0126, 4.8025
Si, -0.0054, 2.6799, 4.7537
Si, 8.2266, 5.5207, 4.7646
Si, -0.02, -2.7292, 4.8616
Si, 1.2606, 1.3488, 6.2551
Si, 4.0395, 4.0583, 6.096
Si, 1.425, -4.154, 6.1269
Si, 4.125, -1.3585, 6.0917
Si, -4.0747, 1.371, 6.1928
Si, -1.1821, 4.2541, 6.0216
Si, 6.8361, -4.0808, 6.1585
Si, -1.4123, -1.3323, 6.2747
Si, -0.3828, 0.2921, 7.7059
Si, 2.361, 3.0617, 7.4241
Si, 0.6717, -6.0388, 7.3219
Si, 3.0612, -3.0123, 7.3292
Si, 5.6473, -0.172, 7.4213
Si, -2.7819, 2.423, 7.9106
Si, 5.2216, 5.6436, 7.3562
Si, -3.0918, -2.4303, 7.5476
Si, 1.836, -0.5291, 28.8849
Si, 4.5705, 2.2054, 28.8849
Si, 1.836, 4.9399, 28.8849
Si, 4.5705, 7.6744, 28.8849
Si, 7.305, -0.5291, 28.8849
Si, -0.8985, 2.2054, 28.8849
Si, 7.305, 4.9399, 28.8849
Si, 10.0395, -3.2636, 28.8849
Si, 3.2032, 0.8381, 30.2521
Si, 5.9377, 3.5726, 30.2521
Si, 3.2032, 6.3071, 30.2521
Si, 5.9377, -1.8964, 30.2521
Si, -2.2658, 0.8381, 30.2521
Si, 0.4687, 3.5726, 30.2521
Si, 8.6722, -4.6309, 30.2521
Si, 0.4687, -1.8964, 30.2521
Si, 1.3673, 1.3673, 0.6835
Si, 4.1018, 4.1018, 0.6835
Si, 1.3673, 6.8362, 0.6835
Si, 4.1018, -1.3673, 0.6835
Si, 6.8362, 1.3673, 0.6835
Si, -1.3673, 4.1018, 0.6835
Si, 6.8362, -4.1018, 0.6835
Si, -1.3673, -1.3673, 0.6835
Si, 0, 0, 2.0507
Si, 2.7345, 2.7345, 2.0507
Si, 0, 5.469, 2.0507
Si, 2.7345, -2.7345, 2.0507
Si, 5.469, 0, 2.0507
Si, 8.2035, 2.7345, 2.0507
Si, 5.469, 5.469, 2.0507
Si, 8.2035, -2.7345, 2.0507
Si, 0.3079, -5.2213, 10.2556
Si, 0.9625, -0.6988, 20.4998
Si, 7.3223, 4.4367, 14.5621
Si, 6.8612, -4.7181, 12.119
Si, 0.3044, 1.3222, 15.9397
Si, 3.9148, 0.2246, 12.3909
Si, 2.7015, 5.0584, 20.667
Si, -1.9847, -3.0796, 10.4756
Si, 2.2932, 0.5544, 18.1374
Si, 8.5691, 1.3418, 20.9287
Si, 4.9554, -0.6694, 18.5271
Si, 0.0386, -0.8175, 10.6805
Si, 6.2938, 3.9215, 9.8785
Si, 5.7156, 1.9158, 20.3282
Si, 6.9072, -2.9949, 19.2158
Si, 5.6326, 6.1685, 21.2798
Si, 8.6546, -2.263, 16.9005
Si, -1.4495, -2.4477, 20.7737
Si, -0.6654, 4.18, 15.3966
Si, 4.6202, 4.4197, 15.8048
Si, 1.026, 0.994, 13.0183
Si, 2.5472, -4.6036, 14.2743
Si, 4.1514, 1.6971, 9.6539
Si, 5.6442, 2.0595, 14.2447
Si, 2.2557, -2.885, 10.1896
Si, 3.7726, 3.312, 18.5651
Si, 4.278, -2.8519, 12.4042
Si, 0.234, -4.036, 16.3868
Si, 0.9555, -3.4938, 19.4055
Si, 6.7735, -0.0814, 16.2784
Si, -1.9064, 0.4172, 17.9901
Si, 0.8774, 4.1676, 12.7957
O, 0.9848, -3.6395, 17.7799
O, -0.3194, 5.3744, 16.4437
O, 4.537, 2.9123, 15.1252
O, 2.3935, -2.3228, 8.669
O, 6.7459, -1.3544, 23.6436
O, 2.8916, 2.4334, 8.8919
O, 7.5062, 2.9344, 9.3439
O, 8.7069, 14.7243, 7.22
O, 2.0606, 4.5221, 22.0659
O, 1.5406, 0.5567, 16.6842
O, 2.4622, 0.2272, 13.1354
O, 0.2005, -0.2772, 9.1423
O, 0.3937, 4.463, 11.2765
O, -0.0497, -5.8023, 8.792
O, -2.4609, -3.1006, 8.914
O, -0.6153, -1.0332, 20.7939
O, -1.4001, -1.595, 10.8547
O, 6.6642, 5.2807, 22.1682
O, 1.5989, -2.0907, 19.9313
O, 3.2181, -1.9738, 22.9862
O, -1.5881, -2.9597, 22.3075
O, 5.1754, -3.475, 22.1572
O, 5.489, -3.9341, 12.5393
O, 0.3885, -4.6037, 23.0335
O, 3.1827, 1.9004, 18.0624
O, 3.6766, 5.5739, 15.1602
O, 7.5751, -5.292, 13.4851
O, 3.7148, -2.9365, 10.8809
O, 4.2731, 5.3703, 20.9161
O, 4.875, 1.9493, 21.746
O, -0.6119, -3.5535, 19.8909
O, 4.6127, -1.251, 12.6103
O, -1.7144, 1.0017, 19.4792
O, 1.3116, 2.5969, 12.8371
O, 7.7288, -1.3674, 15.8577
O, 5.8609, 4.9197, 8.6729
O, 4.9692, 0.7281, 8.6231
O, 8.6504, 3.9849, 15.4042
O, 7.7303, -3.5185, 11.4419
O, 6.1832, 4.8935, 15.6572
O, 0.1502, 0.3965, 11.769
O, 4.902, 1.3547, 13.0022
O, 1.8615, 6.3167, 20.1108
O, -1.1391, 1.9455, 21.8437
O, 4.1549, -4.1361, 7.8737
O, 5.0795, 2.8981, 10.276
O, 6.4516, 0.8836, 15.033
O, 6.4036, -4.3831, 19.895
O, -1.0055, 1.0838, 16.8405
O, -0.3393, 4.4915, 13.8283
O, 1.7229, -4.4241, 10.1943
O, 5.5682, -2.078, 19.0601
O, 1.2479, -1.879, 10.982
O, -1.5285, 1.3955, 8.1877
O, 8.6059, 3.7705, 23.1045
O, 2.0755, 5.2035, 13.1847
O, 3.6474, 0.6899, 10.8389
O, 5.3707, -0.5319, 16.9494
O, 7.6587, -3.2465, 17.7693
O, 7.8502, 0.1393, 21.8041
O, 5.1709, 3.09, 19.3556
O, 3.3289, -0.6781, 18.4076
O, 3.1629, -3.31, 13.5024
O, 1.3232, -3.9766, 15.1691
O, 1.1982, 0.4658, 19.3639
O, 0.3294, 2.959, 15.8549
O, 6.6608, 4.9155, 11.1291
O, 7.5123, 0.729, 17.4952
O, 1.6205, -0.2061, 21.9131
O, 2.6127, 3.9074, 19.5318
O, 0.2026, 0.7406, 14.4148
O, 4.1106, 4.3144, 17.3394
O, 6.7606, 3.136, 13.7295
O, -0.8421, -4.1959, 10.7303
O, 5.4747, 0.4742, 19.5813
O, 7.9811, -2.2684, 20.2077
O, 7.2835, 2.3092, 20.599
O, -1.0782, -3.0604, 16.139
O, -1.5966, -1.1962, 17.9546
O, 6.7145, -1.3016, 8.0351

Results
free energy: -126870.119 eV
free energy less fixed offsets of O -568.88, Si -635.61 eV per atom: -1.639 eV

Forces (eV/angstrom), in the order of the atoms: element, x, y, z
Si, -0.0102, -0.0017, -0.0249
Si, -0.0127, 0.0094, -0.0019
Si, 0.0144, -0.0119, -0.0088
Si, 0.0042, -0.0054, -0.0138
Si, 0.0201, -0.0147, -0.0237
Si, -0.0105, -0.0023, -0.0329
Si, -0.002, -0.0165, -0.0175
Si, -0.0095, 0.0079, -0.0172
Si, -0.005, 0.0021, 0.013
Si, 0.0139, 0.0086, 0.004
Si, -0.002, -0.0012, -0.0025
Si, -0.0031, 0.0078, 0.0163
Si, -0.0074, -0.0002, 0.0045
Si, 0.0047, 0.001, 0.0144
Si, 0.0078, 0.0009, 0.0255
Si, 0.0054, -0.0012, 0.0047
Si, 0.0046, 0.0029, 0.0024
Si, 0.0038, 0.008, 0.0142
Si, 0.0047, 0.0075, 0.0132
Si, 0.0061, -0.0091, -0.004
Si, 0.003, 0.0064, 0.0179
Si, -0.0176, -0.008, -0.0003
Si, 0.0029, -0.0011, 0.0083
Si, -0.0038, 0.0002, 0.0132
Si, 0.2392, 0.0293, -0.4076
Si, -0.1736, -0.1062, -0.2767
Si, 0.0054, -0.065, -0.0401
Si, -0.0034, 0, 0.0836
Si, -0.0363, 0.0168, 0.2617
Si, -0.0094, 0.055, 0.4387
Si, -0.2476, -0.3563, 0.0694
Si, 0.1499, 0.2236, 0.0245
Si, -0.1855, -0.0423, 0.4181
Si, -0.0861, -0.0429, 0.2917
Si, -0.1192, -0.2213, -0.2851
Si, 0.1485, 0.0292, -0.392
Si, 0.2165, 0.1801, -0.083
Si, -0.078, -0.2896, -0.3669
Si, 0.0906, 0.0725, 0.2564
Si, 0.1238, 0.5273, -0.1342
Si, 0.0033, 0.0058, -0.0059
Si, 0.0028, -0.0016, -0.0065
Si, -0.0028, -0.0088, -0.0131
Si, 0.003, -0.0032, -0.0117
Si, -0.0012, 0.0004, -0.0191
Si, -0.001, 0.0023, -0.0026
Si, -0.0079, 0.0035, -0.011
Si, -0.0026, -0.0002, -0.0005
Si, 0.0007, -0.005, -0.0024
Si, 0.0021, 0.0003, -0.0017
Si, -0.0006, 0.0025, 0.0117
Si, -0.0059, 0.0061, 0.007
Si, -0.0111, 0.0061, 0.0083
Si, 0.008, -0.003, -0.006
Si, 0.0044, -0.0007, 0.0024
Si, 0.0127, -0.007, 0.0007
Si, 0.0171, -0.0108, 0.0077
Si, -0.0067, 0.0008, -0.0013
Si, 0.0067, 0.0129, -0.0093
Si, -0.0166, 0.0155, 0.0034
Si, -0.0142, 0.0031, -0.0042
Si, -0.0071, 0.0003, -0.0013
Si, 0.0199, -0.0085, 0.0056
Si, 0.0072, -0.0228, 0.0064
Si, 0.0223, -0.0529, 0.0037
Si, 0.0277, -0.071, -0.0021
Si, -0.042, -0.0067, -0.0249
Si, -0.0541, -0.0079, -0.0324
Si, -0.0187, 0.041, 0.0085
Si, -0.046, 0.0854, -0.0302
Si, 0.0244, -0.0126, 0.0243
Si, 0.0205, -0.0131, -0.0204
Si, -0.0069, 0.0432, -0.023
Si, -0.0127, 0.0249, -0.0272
Si, 0.0341, 0.0049, -0.0065
Si, 0.0367, -0.0419, -0.0184
Si, 0.055, -0.0707, -0.0149
Si, 0.0029, 0.0061, 0.0024
Si, -0.0481, 0.0355, -0.0151
Si, -0.0256, -0.0052, -0.0213
Si, 0.0448, -0.0573, 0.0264
Si, 0.0231, -0.0289, 0.0206
Si, -0.0232, -0.0052, 0.014
Si, -0.0055, 0.0158, 0.0006
Si, -0.0337, 0.055, 0.0084
Si, -0.0366, 0.0358, 0.0148
Si, 0.0215, -0.0077, 0.0287
Si, -0.0137, -0.0252, -0.0005
Si, -0.1406, -0.0277, -0.0378
Si, -0.0176, 0.0646, -0.014
Si, 0.0197, -0.03, 0.032
Si, 0.0456, -0.0313, 0.0307
Si, -0.0082, -0.0705, 0.041
Si, 0.0158, -0.0271, 0.0158
Si, -0.004, 0.0637, -0.01
Si, 0.1075, 0.1, -0.0388
Si, -0.0076, -0.0019, -0.0066
Si, -0.0029, -0.0011, -0.0056
Si, 0.0013, -0.0033, 0.0008
Si, 0.0001, -0.0014, 0.0014
Si, -0.0011, 0.0032, -0.0003
Si, 0.0001, 0.0006, 0.0011
Si, 0.0005, 0.0051, -0.0009
Si, 0.0031, -0.0057, -0.0021
Si, -0.0009, -0.0023, -0.0039
Si, 0.005, 0.001, -0.0074
Si, 0.0016, -0.0001, -0.002
Si, 0.0028, -0.0006, 0.0001
Si, -0.0004, -0.0015, 0.0043
Si, 0.0023, -0.0033, -0.0091
Si, 0.0008, 0.0026, -0.0038
Si, -0.0017, -0.0016, -0.007
Si, 0.0008, 0.0014, 0.0009
Si, -0.001, 0.0008, -0.0012
Si, -0.0011, -0.0001, 0.0001
Si, 0.0014, -0.0006, -0.0025
Si, -0.0001, 0.0004, 0.0038
Si, -0.0006, -0.0015, 0.0017
Si, 0.003, -0.0011, 0.0045
Si, 0.001, 0.0007, 0.0005
Si, -0.0004, 0.001, -0.0059
Si, 0.0002, 0.0013, -0.0072
Si, -0.0006, 0.0009, 0.0006
Si, -0.0005, -0.0027, -0.0004
Si, -0.0009, 0.0002, -0.004
Si, 0.0013, 0.002, 0.0002
Si, 0, -0.0004, -0.0023
Si, -0.001, 0.0006, 0.0036
O, 0.0004, -0.0006, 0.0026
O, 0.0003, 0.0006, 0.0021
O, -0.001, 0.0003, 0.0026
O, 0.0004, -0.0012, 0.0007
O, -0.0044, 0.0007, 0.0045
O, -0.0015, 0.0028, 0.0026
O, 0.0013, -0.0011, -0.0016
O, -0.0026, -0.0039, 0.0091
O, 0.0003, 0.0023, 0.0093
O, 0.0004, -0.0005, 0.0036
O, -0.0006, 0.0001, 0.0004
O, -0.003, 0.0021, -0.0042
O, -0.0023, 0.0059, -0.0048
O, 0.0016, -0.0026, 0.0263
O, 0.0005, 0.0006, 0.0018
O, 0.0016, 0.0005, 0.0034
O, -0.0006, -0.0007, 0.0021
O, 0.0036, -0.002, 0.0152
O, 0.001, 0.0008, 0.0042
O, -0.004, -0.0001, 0.0055
O, 0.0016, -0.0001, 0.0081
O, -0.0035, 0.0029, 0.0132
O, -0.0004, -0.0003, 0.0003
O, -0.0019, 0.0104, 0.0041
O, 0.0008, 0.0011, 0.0052
O, -0.0023, 0.0003, 0.0005
O, -0.0003, -0.0004, 0
O, -0.0012, -0.0008, 0.0022
O, -0.0031, 0.0003, 0.0056
O, 0.001, -0.0018, 0.0036
O, 0.0009, -0.0006, 0.0029
O, -0.0001, -0.0017, 0.0003
O, 0.0009, 0, 0.0055
O, -0.0004, 0.0003, 0
O, 0.0003, 0.0004, 0.0029
O, -0.0031, 0.0041, -0.009
O, 0.0026, -0.0009, -0.0024
O, -0.0015, 0.0009, 0.0002
O, 0.0024, -0.0003, -0.0009
O, -0.0006, 0, 0.002
O, -0.001, -0.0004, 0
O, 0.0006, 0.0007, 0.0022
O, 0.0029, -0.0032, 0.0055
O, 0.0035, 0.0018, 0.0231
O, -0.0048, 0.0012, 0.0031
O, -0.0003, -0.0006, -0.0004
O, -0.0005, -0.0027, 0.0026
O, -0.0008, -0.0003, 0.0041
O, 0.0008, -0.0017, 0.0039
O, 0.0015, -0.0002, 0.0003
O, -0.0006, -0.0013, 0.0016
O, -0.0005, 0.0004, 0.0042
O, -0.0007, 0.0009, 0.0019
O, -0.0028, 0.0032, 0.0007
O, -0.0043, 0.0042, 0.0061
O, 0.0008, 0.0013, 0.0029
O, 0.0009, 0.0007, -0.002
O, -0.0006, 0.0002, 0.0038
O, 0, -0.0015, 0.0031
O, -0.0081, -0.0007, 0.0196
O, -0.0022, 0.0011, 0.0056
O, -0.0014, 0.0005, 0.005
O, 0.0008, 0, 0.0006
O, 0.0008, -0.0002, 0.0024
O, 0.0016, 0.0008, 0.0044
O, -0.0003, -0.0023, 0.0014
O, 0.0013, 0.0009, 0.0029
O, -0.0003, -0.0004, 0.0018
O, 0.0076, -0.0021, 0.0235
O, 0.0011, 0.001, 0.0051
O, 0.0001, -0.0003, 0.003
O, 0.0003, -0.0006, 0.0049
O, 0.0001, 0.0015, 0.0031
O, -0.0005, -0.001, -0.0054
O, 0.0004, 0.0015, 0.0055
O, 0.0013, -0.0008, 0.005
O, -0.0038, 0.0037, 0.0057
O, -0.0007, 0.0008, 0.0029
O, -0.0006, 0.0005, 0.0033
O, -0.0031, 0.009, 0.0033

The program warned: the cutoff lies below the one the program advises for these potential files; the exchange-correlation potential is rough where the density is thin.
